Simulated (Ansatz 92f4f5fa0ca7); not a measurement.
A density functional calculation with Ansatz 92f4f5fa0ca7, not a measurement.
Periodic cell of 276 atoms, Si168O108, from a study of silicon, its oxide and their interface. The atomic structure is a simulated model.
Doubt: the cutoff is low for norm-conserving oxygen, so forces and energies are approximate.
Doubt: the program's own warning below bears on the result.

Settings
functional: HSE06
potential files: SPMS norm-conserving
basis: plane waves
wave-function cutoff: 800 eV
density cutoff ratio: 4
exchange-correlation grid ratio: 1
k mesh: 1 x 1 x 1, Gamma-centred
occupations: fixed
spin: none
net charge: 0

Cell vectors (angstrom)
a	11.6015	0	0
b	0	13.3963	0
c	0	0	30.7179

Atoms: element, x, y, z (angstrom)
Si	-0.0807	0.0413	23.9201
Si	3.9072	-0.0595	24.2254
Si	7.5525	-0.0784	24.2001
Si	1.8906	3.4132	23.61
Si	5.6851	3.2415	24.0358
Si	9.5026	3.3652	23.9281
Si	0.0763	6.7525	23.8548
Si	4.0491	6.6194	23.7357
Si	7.901	6.7157	24.2803
Si	1.8622	10.1246	23.9819
Si	5.7523	10.2044	24.1352
Si	9.5981	10.088	23.9031
Si	-0.0499	2.3095	24.5655
Si	3.7124	2.241	24.7485
Si	7.6544	2.1968	24.8244
Si	2.0266	5.5984	24.5567
Si	5.882	5.5324	24.7359
Si	9.8112	5.544	24.8761
Si	-0.0557	8.9564	24.7126
Si	3.8409	8.8987	24.5849
Si	7.6938	9.0045	24.8159
Si	1.8643	12.3222	24.8059
Si	5.7395	12.2779	25.2525
Si	9.6148	12.292	24.763
Si	-0.0172	2.2588	27.0335
Si	3.7769	2.2445	27.1399
Si	7.6955	2.2197	27.1839
Si	1.9749	5.5772	27.0189
Si	5.8276	5.5626	27.1276
Si	9.7555	5.544	27.2211
Si	-0.0207	8.9274	27.11
Si	3.8557	8.8931	27.0422
Si	7.731	8.9476	27.1762
Si	1.8984	12.291	27.1713
Si	5.7738	12.2673	27.4949
Si	9.6554	12.2842	27.148
Si	1.8746	1.1226	27.9456
Si	5.7373	1.1593	27.9848
Si	9.6627	1.131	27.921
Si	0.0813	4.4471	27.9427
Si	3.8706	4.479	27.9269
Si	7.7613	4.4583	27.9468
Si	1.9263	7.798	27.8927
Si	5.7929	7.8091	27.9218
Si	9.6699	7.8069	27.9471
Si	-0.0204	11.1533	27.9433
Si	3.8057	11.1078	27.9687
Si	7.7606	11.1518	28.0075
Si	1.9336	1.1164	30.3229
Si	5.8008	1.1164	30.3229
Si	9.6679	1.1164	30.3229
Si	0	4.4654	30.3229
Si	3.8672	4.4654	30.3229
Si	7.7343	4.4654	30.3229
Si	1.9336	7.8145	30.3229
Si	5.8008	7.8145	30.3229
Si	9.6679	7.8145	30.3229
Si	0	11.1635	30.3229
Si	3.8672	11.1635	30.3229
Si	7.7343	11.1635	30.3229
Si	0	0	0.3944
Si	3.8672	0	0.3944
Si	7.7343	0	0.3944
Si	1.9336	3.3491	0.3944
Si	5.8008	3.3491	0.3944
Si	9.6679	3.3491	0.3944
Si	0	6.6981	0.3944
Si	3.8672	6.6981	0.3944
Si	7.7343	6.6981	0.3944
Si	1.9336	10.0472	0.3944
Si	5.8008	10.0472	0.3944
Si	9.6679	10.0472	0.3944
Si	-0.0287	-0.0148	2.7701
Si	3.8525	-0.0165	2.7954
Si	7.6835	-0.0177	2.7263
Si	1.9467	3.3105	2.7656
Si	5.7409	3.3469	2.7398
Si	9.6978	3.3896	2.7543
Si	-0.0116	6.6991	2.7466
Si	3.9058	6.7351	2.7583
Si	7.7849	6.6938	2.798
Si	1.9465	10.0386	2.787
Si	5.8171	10.0639	2.8033
Si	9.6752	10.0453	2.7737
Si	-0.0092	2.2162	3.5477
Si	3.8455	2.1867	3.6663
Si	7.7219	2.2477	3.3087
Si	1.9502	5.589	3.3895
Si	5.8358	5.5696	3.5094
Si	9.7225	5.5857	3.6994
Si	0.0133	8.9177	3.5599
Si	3.8942	8.9604	3.6387
Si	7.7541	8.9364	3.5995
Si	1.9116	12.275	3.584
Si	5.7853	12.2912	3.6622
Si	9.6006	12.2971	3.5314
Si	-0.0489	2.1935	5.9188
Si	3.8014	2.1587	6.1202
Si	7.6951	2.2569	5.575
Si	2.0254	5.606	5.68
Si	5.9118	5.5226	5.8498
Si	9.8412	5.5522	6.1879
Si	0.0439	8.8908	5.9278
Si	3.9473	8.9682	6.0644
Si	7.7796	8.924	5.9921
Si	1.9015	12.2464	5.971
Si	5.817	12.3325	6.1094
Si	9.5598	12.3274	5.8937
Si	1.7336	1.0083	6.9029
Si	5.9235	1.2526	6.7627
Si	9.4974	1.215	6.618
Si	0.3369	4.3608	6.7351
Si	3.9075	4.4877	6.518
Si	7.839	4.3489	6.6252
Si	2.018	7.7567	6.6678
Si	5.8888	7.7034	6.7037
Si	9.7296	7.858	6.8455
Si	-0.1211	11.1654	6.5404
Si	3.8438	11.2469	6.8875
Si	7.7271	11.1394	6.8994
O	3.6645	4.7263	8.1293
O	-0.5482	11.2834	8.1159
O	7.7578	11.0807	8.5682
O	7.7707	3.8855	8.2208
O	1.0525	4.07	8.2297
O	9.076	1.5191	8.2073
O	9.715	8.1443	8.4868
O	6.444	1.6015	8.3185
O	2.0979	7.5376	8.2975
O	1.2878	0.8654	8.511
O	3.701	11.4459	8.534
O	6.032	7.3415	8.3036
O	9.1755	3.4165	22.297
O	9.299	5.6489	20.5294
O	9.4562	10.185	22.2557
O	4.3478	-0.3773	22.6587
O	11.4489	0.002	22.2634
O	5.4142	2.9339	22.4382
O	7.0465	13.1078	22.6289
O	1.7527	10.4593	22.372
O	11.7334	6.8899	22.1931
O	1.9578	3.5161	21.9191
O	8.8765	10.019	19.6226
O	4.3482	6.3616	22.1114
Si	8.1593	2.0369	11.9464
Si	7.8106	2.3679	8.8173
Si	2.4422	4.2696	9.0796
Si	6.926	10.8275	9.9489
Si	0.3883	13.9006	18.1946
Si	7.953	10.2503	12.8564
Si	6.5249	0.1787	16.7372
Si	3.3161	1.6038	10.6754
Si	3.6832	7.7894	11.6661
Si	11.3357	7.2302	15.3042
Si	0.9489	7.0793	20.7934
Si	5.3921	7.7543	18.2353
Si	15.1335	10.6347	12.5772
Si	5.5722	-2.1401	14.7309
Si	2.5642	-1.4912	18.6721
Si	-0.3985	11.2095	9.6998
Si	8.7478	2.6249	20.9329
Si	17.4931	5.7348	15.8365
Si	12.7359	4.4014	14.938
Si	2.2052	3.0398	17.5892
Si	-1.1191	11.7339	13.9981
Si	10.5794	13.5612	20.9044
Si	8.7148	5.93	14.3896
Si	5.7162	12.3182	22.1067
Si	12.887	9.8342	14.5595
Si	15.8022	12.1574	9.911
Si	5.0044	0.1149	19.484
Si	16.7819	2.7736	12.9644
Si	5.0126	16.1915	16.0507
Si	13.0076	9.961	20.8829
Si	8.3214	7.4418	11.8467
Si	9.5763	0.4885	16.1077
Si	5.1673	5.8573	20.7918
Si	10.6319	7.0152	18.2302
Si	6.0899	7.7876	9.8377
Si	8.1674	8.6382	19.1761
Si	1.6711	7.0197	9.7629
Si	-1.0279	8.2179	9.8616
Si	-1.6917	10.5706	20.7477
Si	10.0663	-0.193	11.4157
Si	10.0037	16.4869	14.253
Si	1.5786	4.2441	20.4905
Si	3.7142	9.8415	16.6648
Si	5.6013	2.9145	20.8377
Si	8.1267	6.4575	21.2394
Si	0.8638	0.3849	10.0136
Si	3.8389	5.3434	13.618
Si	10.1839	4.6434	19.6361
O	-0.0418	0.7226	19.7456
O	2.2062	3.6491	19.1093
O	11.671	7.0511	9.8215
O	6.8659	10.7891	13.9088
O	11.5739	4.2542	20.345
O	4.2624	1.9493	11.9249
O	4.7487	7.3129	10.5695
O	4.8692	4.3687	12.7978
O	7.7876	8.6444	12.7853
O	8.5015	6.7309	22.7515
O	4.2127	9.1806	12.3056
O	3.6981	2.7635	17.0052
O	9.6717	7.9551	11.1503
O	7.1856	2.7373	20.6265
O	9.2577	4.4471	14.7079
O	2.3688	9.6303	15.7652
O	7.3	7.1033	10.649
O	8.1341	0.2346	16.7775
O	9.3829	2.7247	12.7827
O	11.406	7.4909	16.9032
O	13.0895	3.9756	16.4672
O	5.7941	11.9652	10.0397
O	4.9732	1.6393	20.058
O	1.8802	1.0072	11.1032
O	6.7389	2.3296	12.7135
O	6.0592	1.6746	16.4491
O	2.153	5.5039	10.0784
O	5.9045	13.2306	18.1776
O	4.7007	2.4873	14.4852
O	9.3088	1.1343	21.1088
O	10.6854	13.8868	17.2688
O	3.4673	11.4838	11.1974
O	2.2383	10.8509	19.8453
O	12.1081	5.876	14.9464
O	4.1346	8.6203	17.6613
O	3.4154	11.1575	17.5337
O	0.8807	-1.2498	10.0585
O	11.6173	16.7889	14.286
O	7.9519	2.5247	10.4154
O	9.2213	7.8022	18.2762
O	12.7846	12.4936	18.0734
O	4.6034	5.982	14.8958
O	11.5164	7.2624	19.5603
O	14.1159	4.5018	14.0698
O	10.8415	12.7379	12.7682
O	9.3996	3.2513	19.5834
O	5.8145	4.1796	16.238
O	7.924	7.8772	20.5572
O	2.0936	10.2479	13.2144
O	1.8578	8.409	20.813
O	-1.658	11.898	10.4526
O	8.5469	6.1532	12.7888
O	5.6393	12.452	20.524
O	8.6323	0.4721	11.7986
O	10.3731	5.3975	18.2108
O	2.98	2.9441	9.8282
O	9.4154	10.6562	13.4177
O	3.4555	13.14	19.2049
O	5.0049	-3.2871	15.7258
O	3.9633	13.7671	9.8285
O	6.7213	5.7007	21.2123
O	6.7034	8.7167	18.469
O	12.0483	8.4442	14.5115
O	9.9403	12.151	20.4973
O	7.7237	10.8343	11.3566
O	6.2107	9.3912	9.8384
O	4.9837	6.938	19.5914
O	-0.6074	0.831	10.5481
O	7.2845	6.0858	15.1108
O	5.8002	10.753	22.5601
O	5.9735	-0.8379	15.5992
O	3.4448	6.6275	12.7453
O	4.8932	4.3053	20.3184
O	5.7891	6.6542	17.1373
O	9.8085	12.6243	15.1443
O	-0.1775	10.0289	20.5549
O	2.2859	8.001	10.8839
O	-1.9446	1.8796	15.2733
O	4.3951	11.5093	13.6395
O	1.3682	1.6744	17.6962
O	11.3149	9.6468	10.0695
O	1.9524	5.8254	20.5681
O	0.1707	11.0136	14.6681
O	9.7739	7.0418	14.9137

Results
free energy: -67412.677 eV
free energy less fixed offsets of O -447.96, Si -113.29 eV per atom: -0.277 eV
gap between the highest filled and lowest empty level on this k mesh: 1.422 eV

The program warned: the cutoff lies below the one the program advises for these potential files; the model core charge is not resolved on the grid; the forces do not sum to zero within the program's tolerance; the exchange-correlation potential is rough where the density is thin.
